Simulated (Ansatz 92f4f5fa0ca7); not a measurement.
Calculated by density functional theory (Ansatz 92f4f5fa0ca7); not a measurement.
Periodic cell of 216 atoms, Si133O82H1, from a study of silicon, its oxide and their interface. The atomic structure is a simulated model.
Doubt: the cutoff is far below the 930 eV that the study's wrapper takes by default for these files, so forces and energies are approximate.
This geometry differs little from another in the collection (a relaxation step or a small displacement).

Settings
functional: PBE
potential files: Ansatz PAW
basis: plane waves
wave-function cutoff: 580 eV
density cutoff ratio: 5
exchange-correlation grid ratio: 1
k mesh: 1 x 1 x 1, Gamma-centred
self-consistency stop: 5e-08 eV per atom in the density residual
occupations: fixed
spin: none
net charge: +1 e, with a uniform compensating background and no finite-size correction

Cell vectors (angstrom)
a 10.938 0 0
b 0 10.938 0
c 0 0 31.3355

Atoms: element, x, y, z (angstrom)
Si 0.2218 -0.7024 23.9068
Si 5.0158 0.3345 23.905
Si 3.2271 2.1326 23.7551
Si 7.8821 3.0626 23.9697
Si -0.5989 6.124 23.9373
Si 6.1363 4.9032 23.9504
Si 2.1728 8.7636 23.9539
Si 8.5921 7.7425 24.2276
Si 1.3251 1.2584 24.9627
Si 6.7758 1.3675 25.1736
Si 4.1743 3.9731 25.0223
Si 9.5768 4.1787 25.1486
Si 1.3434 6.8564 25.0943
Si 6.8174 6.7174 25.2997
Si 3.9901 9.6197 25.2269
Si 9.5694 9.4878 25.4255
Si 2.6571 0.0455 26.573
Si 8.1674 0.0285 26.5589
Si 0.0323 2.7205 26.4306
Si 5.4644 2.7284 26.5793
Si 2.7701 5.4242 26.4196
Si 8.2381 5.4443 26.6403
Si 0.0703 8.1381 26.6501
Si 5.4257 8.2063 26.5228
Si 4.1018 1.3673 27.9173
Si 9.5708 1.3673 27.9173
Si 1.3673 4.1018 27.9173
Si 6.8362 4.1018 27.9173
Si 4.1018 6.8362 27.9173
Si 9.5708 6.8362 27.9173
Si 1.3673 9.5708 27.9173
Si 6.8362 9.5708 27.9173
Si 0 0 29.2845
Si 5.469 0 29.2845
Si 2.7345 2.7345 29.2845
Si 8.2035 2.7345 29.2845
Si 0 5.469 29.2845
Si 5.469 5.469 29.2845
Si 2.7345 8.2035 29.2845
Si 8.2035 8.2035 29.2845
Si 1.3673 1.3673 30.6518
Si 6.8362 1.3673 30.6518
Si 4.1018 4.1018 30.6518
Si 9.5708 4.1018 30.6518
Si 1.3673 6.8362 30.6518
Si 6.8362 6.8362 30.6518
Si 4.1018 9.5708 30.6518
Si 9.5708 9.5708 30.6518
Si 2.7345 0 0.6835
Si 8.2035 0 0.6835
Si 0 2.7345 0.6835
Si 5.469 2.7345 0.6835
Si 2.7345 5.469 0.6835
Si 8.2035 5.469 0.6835
Si 0 8.2035 0.6835
Si 5.469 8.2035 0.6835
Si 4.1018 1.3673 2.0507
Si 9.5708 1.3673 2.0507
Si 1.3673 4.1018 2.0507
Si 6.8362 4.1018 2.0507
Si 4.1018 6.8362 2.0507
Si 9.5708 6.8362 2.0507
Si 1.3673 9.5708 2.0507
Si 6.8362 9.5708 2.0507
Si 0 0 3.418
Si 5.469 0 3.418
Si 2.7345 2.7345 3.418
Si 8.2035 2.7345 3.418
Si 0 5.469 3.418
Si 5.469 5.469 3.418
Si 2.7345 8.2035 3.418
Si 8.2035 8.2035 3.418
Si 1.361 1.4184 4.7831
Si 6.7913 1.392 4.7887
Si 4.1144 4.0847 4.7626
Si 9.6091 4.118 4.842
Si 1.3945 6.8443 4.8931
Si 6.8085 6.8536 4.7264
Si 4.0413 9.6118 4.88
Si 9.6364 9.4969 4.6649
Si 2.6622 0.1282 6.2845
Si 8.1858 -0.1138 5.8839
Si 0.1099 2.8362 6.2496
Si 5.4581 2.7558 6.2358
Si 2.7849 5.3726 6.2308
Si 8.2384 5.5613 6.1228
Si 0.061 8.3647 6.2423
Si 5.4676 8.1764 6.1714
Si 3.7041 1.8614 7.5888
Si 9.6912 1.1281 7.0666
Si 1.9802 3.6115 7.6771
Si 6.4514 4.6365 7.3289
Si 4.6235 6.3157 7.3628
Si 9.123 7.4326 7.2491
Si 0.6631 10.4148 7.4328
Si 7.3599 9.068 7.2305
O 7.1237 4.1875 9.0439
O 7.2583 9.1805 8.9229
O 9.2742 7.3939 8.9404
O 0.8815 10.4834 9.0898
O 4.1969 1.466 9.1531
O 1.8448 3.957 9.3282
O 8.3413 1.7956 7.942
O 4.2429 6.5138 8.9666
O 8.276 8.2587 22.6766
O 8.5742 2.2994 22.642
O 6.0536 5.67 22.4649
O 2.7953 2.5594 22.1886
O 10.3902 9.9959 22.3975
O 0.1606 3.6703 18.3069
O 2.6392 8.6279 22.3611
O 5.5512 -0.5025 22.5667
Si 7.0654 5.2294 10.5021
Si -1.3053 3.9062 11.2185
Si 3.2855 7.2436 10.0423
Si 3.1622 13.5095 15.8289
Si -1.3327 12.2464 12.7488
Si -0.2486 5.2557 21.0375
Si 6.3543 10.3002 21.1525
Si 9.0493 -1.6372 21.694
Si 6.2493 -7.9488 15.2053
Si 1.4536 -1.4772 10.2085
Si 7.8292 2.5432 9.2646
Si 5.7796 0.7314 18.6135
Si -1.7032 2.5307 21.161
Si 7.7152 5.0251 17.1009
Si 6.8834 3.2481 19.4256
Si 1.5168 4.7482 10.7284
Si 5.2244 5.2662 21.1261
Si 3.4354 -0.214 16.8727
Si 5.2083 3.7574 12.4552
Si 9.8601 -1.4097 11.8159
Si -3.5077 11.2356 14.5318
Si 5.0922 -1.6903 14.5938
Si 2.5675 3.8872 21.2583
Si 1.6604 3.014 18.4759
Si -0.8197 10.3839 14.6722
Si 8.0504 8.0556 9.826
Si 5.0087 8.0266 19.5825
Si 13.2592 9.1685 20.859
Si 10.7335 -5.6924 17.99
Si 5.1982 7.0156 16.6235
Si 5.1291 12.2859 10.4923
Si 11.5978 11.579 20.0438
Si 4.0211 9.632 11.6789
Si -0.2134 8.853 19.3976
Si 2.5121 4.3288 13.5896
Si 2.1799 6.2722 16.0193
Si 1.0331 8.9438 16.7426
O 2.2005 -2.6711 9.3594
O 6.1598 8.8679 20.3775
O 9.2073 2.8765 10.0247
O -0.2726 10.4871 19.2863
O 1.0917 8.3239 20.2137
O -2.8657 2.299 20.0327
O 2.4009 2.9601 14.4461
O -0.1185 4.9069 10.7654
O -1.0285 2.888 12.4567
O 9.5381 4.1221 21.0552
O 5.7481 4.7691 11.2839
O 14.5579 8.791 19.9602
O 3.7045 -5.9615 21.6306
O 9.904 9.3025 13.4393
O 5.8793 3.884 20.542
O 5.1144 7.9993 17.941
O 8.677 -11.2382 15.4208
O 9.3288 -5.5001 17.122
O 13.1608 -1.1358 17.4578
O 13.5588 3.6039 19.6564
O 1.991 5.5461 14.5511
O 5.7532 11.4927 20.233
O 6.5963 -4.7633 16.7948
O 10.6037 1.6389 20.9175
O -2.6 4.8761 11.4375
O 4.2452 -2.7946 11.0126
O 2.3803 6.1251 10.8124
O 12.7919 -0.1728 20.867
O 7.0196 6.7878 10.1138
O 22.1071 -2.0648 11.1069
O 4.0595 4.6293 13.1842
O 4.7155 14.0349 15.7521
O -0.0425 -2.5965 17.8391
O 6.0653 13.2588 18.3573
O -0.5494 6.2954 22.2598
O 2.4944 14.2254 17.115
O -2.9712 -0.4505 21.3761
O 5.0697 10.7728 11.1178
O 1.0889 5.7527 17.1236
O -4.4697 9.9976 14.1404
O 1.1264 4.5513 21.5447
O -4.0671 -0.265 17.9276
O -8.4135 10.1503 11.2401
O 6.6325 1.4131 15.3889
O 3.7556 6.1837 16.5242
O 4.2785 11.3093 18.1155
O 6.3043 3.3944 13.6045
O 5.3825 7.7396 15.1478
O 0.2594 9.9427 15.7433
O 12.6814 7.8274 15.7995
O -0.3591 11.8096 13.9892
O 6.6944 1.7247 10.0726
O -0.2474 -5.0218 19.5144
O -2.8935 22.9209 13.2009
O 5.1584 6.4679 20.0418
O 1.7687 4.017 12.1671
O -6.5357 9.9356 15.8629
O 9.4145 -2.4467 20.2988
O -3.5518 3.8677 15.9793
O -6.811 9.3786 13.2788
O 4.6895 2.4089 11.6671
O 2.8664 0.9942 15.9568
O 9.8453 0.226 11.5169
O 8.5556 8.7394 11.2115
O 7.5011 4.5018 18.6163
O 1.3957 12.3977 18.8415
H -3.2868 0.0838 17.4805

Results
free energy: -131201.633 eV
free energy less fixed offsets of H -15.97, O -568.88, Si -635.61 eV per atom: -1.373 eV

Forces (eV/angstrom), in the order of the atoms: element, x, y, z
Si 0.0374 0.0182 -0.0275
Si 0.0318 0.0079 -0.0388
Si 0.0096 -0.0382 -0.0053
Si -0.0164 -0.0151 -0.0376
Si -0.0611 0.0125 0.0269
Si 0.0257 -0.0152 -0.0537
Si 0.0066 0.025 -0.0209
Si 0.0713 0.0286 -0.1279
Si -0.0286 -0.0105 0.0136
Si 0.0012 -0.0166 -0.0019
Si -0.0336 0.0333 0.0367
Si 0.0127 0.0087 -0.0052
Si 0.0184 -0.0206 0.0022
Si -0.0662 0.0035 0.029
Si -0.0077 -0.0376 -0.005
Si -0.0405 -0.0322 -0.0036
Si 0.0005 0.0429 -0.0075
Si 0.0021 0.0141 -0.0138
Si 0.0135 -0.0068 0.004
Si -0.0156 0.0156 -0.0387
Si 0.0078 -0.0096 -0.0132
Si 0.022 -0.027 -0.0358
Si 0.0077 -0.0004 -0.0406
Si 0.0081 0.0129 -0.0165
Si -0.2851 0.1018 0.1893
Si 0.1183 0.2965 -0.461
Si 0.1859 -0.1217 -0.7875
Si -0.0245 -0.1967 0.4406
Si -0.2523 -0.236 -0.4648
Si 0.2257 -0.1572 0.773
Si 0.1552 0.0947 0.6056
Si -0.2181 -0.0772 -0.1953
Si -0.0221 -0.0794 0.0039
Si -0.0959 -0.094 0.0048
Si 0.084 -0.0077 0.025
Si -0.0036 0.0343 0.0316
Si -0.1324 0.056 0.0452
Si 0.0204 -0.0311 -0.0067
Si -0.0156 0.0718 0.0359
Si 0.0461 -0.0219 -0.0072
Si -0.0288 0.0031 -0.0035
Si 0.0538 -0.0086 -0.0419
Si -0.0278 0.0423 0.0127
Si 0.0161 -0.0459 -0.0201
Si 0.0404 -0.0254 -0.0272
Si 0.0032 0.0159 -0.0028
Si 0.0328 -0.0338 -0.014
Si -0.0324 0.0408 -0.0037
Si 0.0412 -0.0523 -0.0202
Si -0.0529 0.0058 0.0306
Si -0.0775 0.0292 0.0291
Si 0.0288 -0.0407 0.0169
Si -0.0395 0.0619 0.0181
Si 0.0907 -0.0241 -0.0219
Si -0.0298 -0.0163 0.0072
Si -0.0106 0.0361 0.0339
Si -0.1001 -0.0697 -0.05
Si 0.048 -0.0281 0.0093
Si 0.1239 0.0403 0.0164
Si 0.0339 0.08 -0.0215
Si 0.0353 -0.0308 0.004
Si -0.1463 -0.0117 -0.0578
Si 0.0286 0.1058 -0.0202
Si 0.0823 -0.0356 0.0458
Si 0.2543 0.2746 -0.3656
Si -0.4696 0.0271 0.3371
Si 0.0652 -0.0143 -0.3322
Si 0.1365 0.1209 0.4187
Si 0.1226 0.3273 0.4926
Si -0.1132 -0.102 -0.3585
Si 0.011 0.0218 0.6024
Si 0.0062 -0.3599 -0.7353
Si -0.0085 0.0014 0.0204
Si -0.0425 -0.0092 -0.0331
Si -0.0315 -0.0734 0.0317
Si 0.0124 0.0242 -0.0324
Si -0.0219 -0.0125 0.0199
Si 0.0708 -0.0029 0.0611
Si 0.0185 -0.0161 0.0139
Si 0.0397 -0.0003 0.0636
Si 0.0789 0.0139 -0.0295
Si -0.0078 -0.0498 -0.0014
Si -0.0111 -0.0318 0.0157
Si 0.0391 0.0729 0.0181
Si -0.0364 0.0287 -0.0246
Si -0.0751 -0.0367 -0.0249
Si 0.0667 -0.0049 -0.0524
Si -0.0456 0.0343 -0.0352
Si -0.0111 -0.0566 0.0858
Si 0.1101 0.0232 0.0802
Si 0.0077 0.01 0.0684
Si -0.162 0.1268 -0.3708
Si 0.0968 -0.0925 0.1045
Si 0.0165 0.0841 0.0427
Si -0.1496 0.0244 0.0035
Si 0.0147 -0.0176 0.0229
O 0.1063 -0.1026 0.2609
O 0.0071 0.0005 -0.0174
O -0.0172 0.0091 -0.0135
O -0.0073 0.0084 -0.0609
O -0.0034 0.0264 -0.0365
O 0.0078 -0.0252 -0.0786
O -0.0712 0.1438 0.1036
O -0.0313 0.0273 -0.082
O 0.0222 0.0019 0.0615
O -0.0001 0.0242 -0.0111
O -0.0194 -0.0391 0.0178
O -0.0106 0.062 -0.013
O -0.0188 -0.0225 -0.0114
O 0.0151 0.0188 0.003
O -0.0121 0.0075 0.0256
O -0.0045 0.0168 0.0063
Si -0.0731 0.0929 0.28
Si 0.0153 0.0188 0.0741
Si 0.034 -0.0356 0.037
Si -0.0029 -0.0026 0.0426
Si 0.0094 0.0005 0.0555
Si -0.01 0.0397 0.0096
Si 0.0025 0.0167 0.0051
Si 0.0242 -0.0113 0.027
Si 0.0029 -0.0085 0.0655
Si -0.0051 0.0207 0.0669
Si 0.0316 -0.1802 -0.0306
Si 0.0061 0.0174 -0.0271
Si -0.0281 -0.0087 0.0089
Si 0.0061 -0.0252 0.024
Si -0.0192 0.0024 -0.0253
Si -0.0257 0.0146 0.0558
Si 0.0087 0.002 0.0018
Si 0.0086 0.0021 0.0268
Si -0.0235 0.0048 0.0794
Si 0.0307 0.022 0.0905
Si 0.0118 0.0071 0.0604
Si -0.019 0.0105 0.0402
Si 0.0184 -0.0478 -0.0399
Si -0.0078 -0.0236 -0.0028
Si 0.0198 -0.003 0.0562
Si 0.0075 -0.0066 0.0317
Si 0.0075 0.004 -0.0015
Si -0.0145 -0.0115 0.0094
Si 0.0006 -0.0165 -0.0155
Si 0.0044 0.0114 0.0356
Si -0.0258 -0.023 0.035
Si -0.0101 -0.0152 -0.0484
Si -0.0248 -0.0076 0.0844
Si 0.0132 0.0091 -0.0117
Si 0.0322 0.0023 0.073
Si -0.0021 -0.0012 0.0212
Si -0.0138 0.0178 0.0192
O -0.0063 -0.0034 -0.02
O -0.0032 -0.0121 0.0095
O 0.0052 0.0508 -0.0274
O 0.009 -0.0021 0.0254
O -0.0105 0.0018 -0.0034
O 0.0205 -0.004 0.0221
O -0.0074 0.0098 -0.0416
O -0.019 -0.0245 -0.0262
O -0.0087 -0.0115 -0.0503
O 0.0094 0.0079 0.0096
O 0.0931 -0.0075 -0.1475
O 0.0116 -0.0032 0.0048
O 0.0155 -0.0078 0.0013
O -0.0093 0.002 -0.0345
O -0.0065 0.0119 0.0116
O 0.0001 -0.0126 -0.0165
O -0.0047 -0.0002 -0.0254
O -0.0024 0.0035 -0.0039
O 0.0042 -0.0102 -0.008
O -0.0287 0.0065 0.0361
O -0.0003 -0.0057 -0.0367
O 0.0045 0.0032 0.0067
O -0.0077 0.003 -0.0125
O 0.0106 -0.0051 0.0166
O -0.0015 -0.0258 -0.0932
O 0.0065 0.0069 -0.034
O -0.0028 0.0043 -0.0316
O -0.0033 0.0166 0.0136
O 0.0075 -0.106 -0.0647
O 0.0018 -0.0055 -0.0439
O 0.0103 -0.018 -0.0605
O 0.0094 -0.0027 -0.0132
O 0.0056 -0.0072 0.0075
O 0.0075 -0.0099 0.0126
O 0.0176 -0.0282 -0.0245
O 0.0054 0.0026 0.01
O -0.0118 -0.0011 0.0104
O 0.0255 0.0267 -0.0492
O 0.0039 0.0072 0.0036
O 0.0037 -0.0049 -0.0326
O 0.01 -0.0011 0.0019
O -0.1974 -0.0855 0.0569
O -0.0141 0.0008 -0.0509
O 0.0005 0.011 -0.0316
O 0.0037 0.0039 -0.0091
O 0.0056 -0.0116 -0.0092
O -0.0001 0.0025 -0.0508
O 0.0014 0.0088 -0.0252
O -0.0018 -0.0004 -0.0216
O 0.0073 -0.0054 -0.0146
O -0.0189 -0.0132 -0.0314
O 0.0276 0.0879 -0.078
O 0.0026 -0.0141 0.0166
O -0.009 -0.0033 -0.0521
O -0.0007 -0.0146 0.017
O -0.0003 -0.0079 -0.0359
O -0.005 0.0047 -0.0153
O -0.0024 0.0119 0.0098
O -0.0029 0.0038 -0.0278
O 0.0159 -0.01 -0.0227
O 0.0056 0.0124 -0.0355
O 0.0137 0.0007 -0.0242
O -0.0149 0.0058 -0.0213
O -0.0195 -0.016 -0.0656
O 0.0075 0.0184 -0.0089
O -0.0041 0.0365 0.0228
H 0.1927 0.0851 -0.0485

The program warned: the cutoff lies below the one the program advises for these potential files; the exchange-correlation potential is rough where the density is thin.
